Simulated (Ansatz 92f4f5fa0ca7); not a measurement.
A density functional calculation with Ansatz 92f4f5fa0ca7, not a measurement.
Periodic cell of 414 atoms, Si266O148, from a study of silicon, its oxide and their interface. The atomic structure is a simulated model.
Doubt: the cutoff is far below the 930 eV that the study's wrapper takes by default for these files, so forces and energies are approximate.
This geometry differs little from another in the collection (a relaxation step or a small displacement).

Settings: functional PBE; potential files Ansatz PAW; basis plane waves; wave-function cutoff 580 eV; density cutoff ratio 5; exchange-correlation grid ratio 1; k mesh 1 x 1 x 1, Gamma-centred; self-consistency stop 5e-08 eV per atom in the density residual; occupations fixed; spin none; net charge 0.

Cell vectors (angstrom)
a	15.4687	0	0
b	0	12.8259	0
c	0	0	36.6946

Atoms: element, x, y, z (angstrom)
Si	0.002	1.1425	34.0113
Si	3.8256	1.1128	34.1185
Si	7.7886	1.1613	34.0492
Si	11.6201	1.1491	33.996
Si	2.0313	7.6411	33.978
Si	5.8417	7.615	33.9237
Si	9.6682	7.6274	33.9281
Si	13.5534	7.5983	34.0023
Si	1.9336	5.247	34.4277
Si	5.8008	5.247	34.4277
Si	9.6679	5.247	34.4277
Si	13.5351	5.247	34.4277
Si	0	11.6599	34.4277
Si	3.8672	11.6599	34.4277
Si	7.7343	11.6599	34.4277
Si	11.6015	11.6599	34.4277
Si	0	4.664	35.6644
Si	3.8672	4.664	35.6644
Si	7.7343	4.664	35.6644
Si	11.6015	4.664	35.6644
Si	1.9336	11.0769	35.6644
Si	5.8008	11.0769	35.6644
Si	9.6679	11.0769	35.6644
Si	13.5351	11.0769	35.6644
Si	0	2.332	36.0766
Si	3.8672	2.332	36.0766
Si	7.7343	2.332	36.0766
Si	11.6015	2.332	36.0766
Si	1.9336	8.745	36.0766
Si	5.8008	8.745	36.0766
Si	9.6679	8.745	36.0766
Si	13.5351	8.745	36.0766
Si	1.9336	1.749	0.6188
Si	5.8008	1.749	0.6188
Si	9.6679	1.749	0.6188
Si	13.5351	1.749	0.6188
Si	0	8.162	0.6188
Si	3.8672	8.162	0.6188
Si	7.7343	8.162	0.6188
Si	11.6015	8.162	0.6188
Si	0	5.83	1.031
Si	3.8672	5.83	1.031
Si	7.7343	5.83	1.031
Si	11.6015	5.83	1.031
Si	1.9336	12.2429	1.031
Si	5.8008	12.2429	1.031
Si	9.6679	12.2429	1.031
Si	13.5351	12.2429	1.031
Si	1.9336	5.247	2.2678
Si	5.8008	5.247	2.2678
Si	9.6679	5.247	2.2678
Si	13.5351	5.247	2.2678
Si	0	11.6599	2.2678
Si	3.8672	11.6599	2.2678
Si	7.7343	11.6599	2.2678
Si	11.6015	11.6599	2.2678
Si	1.9336	2.915	2.68
Si	5.8008	2.915	2.68
Si	9.6679	2.915	2.68
Si	13.5351	2.915	2.68
Si	0	9.328	2.68
Si	3.8672	9.328	2.68
Si	7.7343	9.328	2.68
Si	11.6015	9.328	2.68
Si	-0.5025	1.1709	18.9045
Si	10.7838	2.7476	19.344
Si	4.0594	-4.8468	24.467
Si	19.1204	-2.0355	23.0193
Si	-0.1052	3.9162	29.0149
Si	1.3425	10.6865	24.835
Si	14.1142	12.2517	25.6188
Si	16.8531	9.5998	29.2227
Si	-5.0666	-1.7325	21.7238
Si	2.4361	3.3283	25.6843
Si	13.9413	5.5258	27.824
Si	11.899	4.4724	27.5356
Si	3.4755	14.4239	28.9907
Si	1.9562	7.2249	29.4539
Si	9.6512	14.3172	17.5433
Si	17.1204	16.5234	22.5404
Si	-1.6431	7.2857	29.5268
Si	7.2873	1.1431	30.0315
Si	3.7824	4.7431	31.457
Si	10.8868	3.7376	29.478
Si	5.7628	7.1219	29.1703
Si	5.9882	12.2943	31.4953
Si	12.309	14.4879	26.4397
Si	12.9053	10.2338	27.6219
Si	1.8246	4.9753	28.2141
Si	1.9196	-1.7395	31.0551
Si	3.9494	7.0202	30.7449
Si	15.5886	1.453	29.2226
Si	2.6476	10.5948	27.5259
Si	7.9263	7.0482	30.4109
Si	11.7655	7.0313	30.7059
Si	15.6269	6.8686	30.9331
Si	1.9749	0.6691	30.6364
Si	5.2376	-4.0544	27.2941
Si	6.4231	1.1881	27.881
Si	17.2738	0.9806	27.5099
Si	-1.0801	9.5618	29.2479
Si	3.5708	3.927	29.3361
Si	9.8252	1.862	24.4551
Si	9.941	7.6925	29.3089
Si	0.0395	4.5939	31.2574
Si	6.835	3.5162	30.3294
Si	8.7907	4.7061	30.4487
Si	11.7804	4.7593	31.3381
Si	-1.8767	13.4801	30.5018
Si	9.5746	13.4328	30.6225
Si	9.6597	11.1055	30.9605
Si	13.6536	11.0729	31.012
Si	1.8894	3.9825	32.491
Si	5.7006	3.8162	32.3971
Si	9.8326	4.0957	32.4411
Si	13.6402	3.9952	32.4469
Si	0.0393	10.5678	32.3903
Si	3.9988	10.8047	32.187
Si	7.7072	10.684	32.2571
Si	11.6401	10.577	32.2563
Si	1.9652	1.6595	32.7978
Si	5.7662	1.4506	32.9121
Si	9.7064	1.7395	32.7333
Si	13.5638	1.6582	32.7095
Si	0.0557	8.2336	32.8344
Si	3.9706	8.3794	32.6746
Si	7.7315	8.2087	32.5779
Si	11.6507	8.2515	32.7312
Si	0	2.332	3.9167
Si	3.8672	2.332	3.9167
Si	7.7343	2.332	3.9167
Si	11.6015	2.332	3.9167
Si	1.9336	8.745	3.9167
Si	5.8008	8.745	3.9167
Si	9.6679	8.745	3.9167
Si	13.5351	8.745	3.9167
Si	1.9351	6.4394	4.2662
Si	5.7706	6.3998	4.3626
Si	9.5719	6.411	4.3176
Si	13.4553	6.3918	4.3462
Si	-0.0946	12.8464	4.3116
Si	3.7798	12.845	4.2615
Si	7.7511	12.8021	4.2979
Si	11.6359	12.8136	4.3175
Si	0.0126	5.8128	5.4088
Si	3.7958	5.8357	5.5458
Si	7.6716	5.7851	5.6463
Si	11.4563	5.7393	5.5314
Si	1.8307	12.2897	5.4853
Si	5.7279	12.3163	5.3978
Si	9.7201	11.9652	5.3882
Si	13.5115	12.3868	5.7247
Si	-0.0167	3.5434	5.8894
Si	3.7449	3.5276	6.0547
Si	7.6225	3.4503	6.0914
Si	11.4692	3.4352	5.9646
Si	1.7654	9.9682	5.8209
Si	5.7296	10.0733	6.0057
Si	9.8799	9.6853	6.1232
Si	13.5297	9.9616	6.0511
Si	-1.9644	8.6552	12.2276
Si	7.6633	6.7726	7.8172
Si	9.5643	2.6612	7.212
Si	12.8787	2.6966	12.0326
Si	-0.0198	9.2126	7.1053
Si	3.6976	9.5132	6.9194
Si	5.5786	8.94	12.2184
Si	11.7596	9.3282	9.7501
Si	3.6789	7.2494	7.4074
Si	-0.1876	6.8333	7.4702
Si	8.5345	8.9575	7.949
Si	12.3967	11.5431	10.0044
Si	-0.5961	11.2198	10.1449
Si	7.5572	12.5151	8.3304
Si	7.3028	15.9411	10.7984
Si	7.3604	14.1161	12.2697
Si	1.7068	7.2967	8.7618
Si	1.7736	2.9598	7.3162
Si	9.5416	6.2625	9.2141
Si	13.4883	5.498	8.3902
Si	3.808	12.7278	8.735
Si	1.8813	13.3965	7.5544
Si	11.5349	13.3431	8.7227
Si	9.6128	13.1355	7.3129
Si	1.21	3.8396	9.5377
Si	5.6211	2.9469	7.3677
Si	10.0245	2.2474	9.5319
Si	14.4897	4.4458	10.217
Si	0.0585	13.199	9.0153
Si	8.7029	9.2643	12.1845
Si	5.2406	9.2547	9.8656
Si	12.102	12.5513	12.0966
Si	1.2352	1.7169	10.6145
Si	10.9141	7.6231	13.7785
Si	13.5941	1.0475	7.7056
Si	9.5839	8.5268	10.0625
Si	2.2199	14.3969	20.3748
Si	3.3132	10.4162	9.0562
Si	6.722	10.3018	8.2404
Si	11.818	8.9695	7.3651
Si	-1.9704	3.3581	7.129
Si	8.1464	0.9286	10.1496
Si	5.6367	0.6046	7.4238
Si	5.1787	3.2971	9.7347
Si	5.4415	10.76	16.739
Si	4.2247	13.8787	12.7089
Si	9.7741	6.8365	16.4873
Si	15.3791	1.8629	13.4809
O	4.6571	11.3888	15.4547
O	10.2381	6.775	18.0542
O	9.2553	-4.4211	19.9686
O	5.8765	4.8293	25.4714
O	12.4746	9.2292	26.4171
O	21.8268	18.3209	16.5371
O	-5.4169	-7.6752	23.0391
O	1.8553	-5.2184	22.2922
O	-0.0992	17.2434	16.0427
O	16.0733	14.1049	12.1146
O	4.6252	8.9432	19.5381
O	5.4978	27.1968	18.4721
O	10.2184	12.8638	17.0113
O	8.0441	1.2269	17.8361
O	-6.047	5.2988	16.1099
O	11.5174	-10.8242	20.6232
O	0.0202	-9.309	22.5343
O	16.2362	11.1482	20.3767
O	24.5449	11.5841	14.8997
O	17.1226	19.2184	11.7455
O	3.5576	15.1273	13.5633
O	4.3358	-3.3746	23.7105
O	2.7869	12.8864	20.6157
O	7	-0.0956	19.8576
O	-4.0933	-16.759	23.993
O	9.0393	10.1638	27.5013
O	-1.3415	-1.226	21.945
O	3.0095	-15.2423	21.5661
O	-0.0544	13.6864	14.7537
O	-12.4579	2.246	19.1101
O	4.7124	-0.857	22.7285
O	9.069	3.296	24.6784
O	14.0354	15.3214	18.8805
O	16.3066	11.5365	15.9425
O	29.205	1.0097	25.9037
O	17.5281	-2.8426	26.1264
O	10.8735	-6.2671	20.7781
O	-13.0967	12.229	27.341
O	0.0795	0.8443	17.4092
O	19.5684	6.761	21.0397
Si	-7.9605	12.6897	25.438
Si	-0.8583	-6.4138	24.719
Si	5.6206	4.7694	28.6585
Si	23.5646	4.3103	20.2718
Si	-1.0437	-1.9619	12.4235
Si	8.1416	9.8174	26.1769
Si	4.7389	5.4862	10.4287
Si	6.6994	0.4643	18.3686
Si	5.8094	-9.6946	21.8623
Si	20.025	-10.0836	19.026
Si	11.5027	14.2446	29.4517
Si	21.3966	5.3931	23.9519
Si	1.7116	7.8799	23.8953
Si	1.0383	-2.4479	14.7904
Si	14.9291	8.5129	16.5783
Si	3.6975	3.7594	14.2988
Si	11.4786	6.5941	7.7206
Si	-6.2423	3.8405	15.4151
Si	8.9654	4.8685	24.2538
Si	6.3519	4.6297	15.1475
Si	2.3642	5.7826	10.3685
Si	7.754	-0.996	20.9601
Si	0.1917	6.3032	12.4541
Si	5.9117	5.1607	18.073
Si	14.0411	4.276	22.3536
Si	10.5579	7.52	19.4715
Si	-0.825	-1.4476	20.4178
Si	3.9564	-1.7658	14.0264
Si	3.6453	14.2864	10.4802
Si	12.2978	-4.5961	25.1602
Si	-0.237	-0.0565	16.0846
Si	10.0262	-2.8319	28.8266
Si	10.5049	6.0482	26.5876
Si	15.1397	5.6699	17.0616
Si	10.5167	4.6138	12.679
Si	-5.4908	11.4348	16.2372
Si	7.9257	22.074	16.9651
Si	1.5709	-5.2585	18.2718
Si	12.9761	-0.5396	22.8528
Si	9.7623	8.8756	23.6854
Si	3.8567	-3.2025	18.2623
Si	9.3851	17.1194	10.628
Si	12.7918	-1.948	16.7012
Si	12.3345	-2.9274	19.4825
Si	21.3761	0.1683	23.0597
Si	17.85	11.3232	20.3681
Si	5.5057	-5.7541	8.887
Si	5.0955	5.9306	12.7147
Si	11.8829	14.953	22.2184
Si	9.6885	6.276	21.896
Si	2.4696	6.5789	21.2032
Si	7.6772	8.8427	19.9942
Si	20.9142	-9.0775	26.5957
Si	-6.2406	24.8843	13.359
Si	0.9073	-8.3633	14.7643
Si	13.511	16.8356	19.227
Si	20.6244	-5.3447	20.0138
Si	16.4798	9.6497	9.1929
O	8.4447	5.7298	20.9842
O	-6.0966	-0.7915	20.8796
O	29.8782	-5.8541	16.367
O	1.1894	6.1778	17.4769
O	-2.9408	3.2634	26.5648
O	4.4428	8.0103	26.0711
O	7.4287	10.2491	20.7618
O	11.8986	3.8987	18.8965
O	21.5875	13.0444	24.6688
O	22.1011	20.5947	20.6737
O	0.7151	16.0593	13.7441
O	7.1867	8.7161	12.4918
O	-5.7388	8.6663	13.3259
O	21.9269	2.4605	26.8152
O	-1.7748	3.0424	10.6511
O	6.7089	-3.5964	26.7153
O	5.3217	4.3103	22.8835
O	11.3322	10.2857	20.6855
O	2.8702	8.4045	17.69
O	2.5918	-2.6042	14.3409
O	7.2706	8.9989	18.4306
O	2.4546	17.0538	15.2491
O	12.1743	-14.7295	18.2201
O	5.8666	13.7725	12.8689
O	-6.8532	10.9102	12.3549
O	-6.0112	-9.2608	19.831
O	-3.0997	21.044	13.3419
O	10.4382	1.9035	22.946
O	-4.3783	1.4622	25.3914
O	13.6468	9.5036	16.5474
O	20.3109	20.389	12.7713
O	0.9154	-3.4813	23.9922
O	15.7365	8.5544	18.0208
O	7.2604	12.3786	22.4015
O	16.2048	6.7455	24.5582
O	11.7926	1.012	27.8542
O	-7.0247	0.6773	13.3442
O	-18.0549	-4.3638	10.6887
O	9.1456	10.3425	17.1396
O	20.7978	6.5287	18.7058
O	17.6515	3.6645	24.0995
O	-4.022	10.8646	15.7777
O	13.8997	-2.8134	19.915
O	0.1894	-1.0424	25.2689
O	2.3238	15.2493	21.7628
O	3.834	17.8251	13.2307
O	26.974	-2.1952	28.4067
O	7.9015	-14.5202	25.264
O	9.9001	6.9211	27.8301
O	0.6689	1.5107	19.9574
O	14.102	-7.3236	23.4457
O	6.3183	-7.2464	13.7949
O	5.0557	3.6511	15.1748
O	3.5958	-0.3479	13.2947
O	-1.7076	7.8096	24.5988
O	-1.0283	18.6106	26.2316
O	13.0577	13.8887	22.6277
O	7.6396	16.4692	15.1125
O	6.6401	22.6209	16.1135
O	8.7044	-12.0829	24.7836
O	13.224	-1.0598	24.3636
O	9.7644	-10.2018	16.3499
O	22.8234	-9.483	21.3674
O	2.4894	11.4632	23.9702
O	19.4888	15.9446	26.0481
O	15.9989	18.6739	13.9834
O	9.5143	10.1873	22.7499
O	-0.6262	-5.1106	12.4256
O	4.8983	3.2325	20.5363
O	-1.5799	17.3847	20.7337
O	6.1973	12.0319	17.4639
O	7.5413	5.4426	23.6791
O	1.9228	4.6267	26.5657
O	20.4184	-2.6394	13.0715
O	7.2004	12.8488	27.0341
O	1.6985	-10.9301	26.1098
O	20.5495	-6.0241	23.8498
O	-2.8303	-9.3256	22.6957
O	2.9453	-1.9917	18.9133
O	4.8483	13.7319	28.3175
O	20.1958	4.0341	18.0546
O	13.4213	-0.7432	12.9828
O	2.1022	5.0604	21.7185
O	-0.7464	18.0452	11.6643
O	-4.0534	-0.8534	22.5979
O	25.4647	16.6102	13.9868
O	12.011	-8.8093	12.3873
O	15.6802	10.8047	13.4613
O	-6.5527	8.834	25.0989
O	11.9926	14.1737	11.8117
O	-1.2626	-0.1648	19.4833
O	-1.7493	-0.6714	16.2785
O	0.4899	21.782	15.3777
O	9.3204	-5.2164	22.7621
O	13.6139	-1.2773	26.9813
O	11.9086	21.1977	19.1273
O	7.1821	4.6025	18.9492
O	5.6098	14.4992	22.538
O	10.7939	12.2139	12.9933
O	10.8819	7.3939	15.4047
O	-6.2334	5.6759	25.6373
O	-1.2677	-7.7056	18.2592
O	-1.6316	15.1486	13.2801
O	-6.9833	7.8443	16.3528
O	19.7172	10.0798	27.6904
O	-3.9323	6.8957	25.6563
O	17.2527	7.0655	19.8042
O	10.6464	6.2075	13.0112

Results
free energy: -253261.296 eV
free energy less fixed offsets of O -568.88, Si -635.61 eV per atom: 5.204 eV

Forces (eV/angstrom), in the order of the atoms: element, x, y, z
Si	-0.0002	0.0018	0.0043
Si	0.0052	0.0063	0.0056
Si	0.005	0.0025	0.0038
Si	-0.0007	0.0015	0.0032
Si	-0.0004	-0.0006	0.0028
Si	0.0009	-0.0001	0.0025
Si	-0.0014	-0.001	0.0033
Si	-0.0007	0.0006	0.0032
Si	-0.0574	0.3527	0.3591
Si	0.3144	-0.2928	-0.6171
Si	-0.2286	0.4969	0.2512
Si	0.1311	0.0273	0.2134
Si	0.0509	0.0481	0.4301
Si	-0.1179	-0.2981	0.0085
Si	0.5137	-0.1337	0.0961
Si	0.0531	-0.0536	-0.3955
Si	-0.0483	0.3065	0.2343
Si	-0.061	0	-0.0665
Si	-0.0324	0.174	0.0312
Si	-0.0249	0.1088	0.0523
Si	-0.102	-0.1788	-0.0592
Si	-0.0299	-0.0081	-0.1731
Si	-0.0692	-0.1074	0.0108
Si	0.0342	-0.017	-0.0812
Si	0.0159	-0.0073	-0.1265
Si	-0.0882	0.2104	0.4358
Si	0.1622	0.0966	0.1879
Si	0.0571	-0.006	-0.1667
Si	0.1024	0.0317	0.0004
Si	0.1489	-0.1405	-0.3299
Si	-0.0099	-0.0001	-0.3382
Si	0.024	-0.0257	0.0091
Si	0.0356	0.0823	0.0402
Si	-0.0421	-0.0491	-0.0843
Si	-0.0917	-0.0117	0.0323
Si	-0.0358	0.0353	-0.0288
Si	-0.1129	-0.0559	-0.0398
Si	0.046	-0.0319	-0.0308
Si	0.0259	-0.0863	-0.0629
Si	-0.0201	-0.1074	-0.0712
Si	0.0065	-0.0339	0.0329
Si	0.0072	-0.0284	0.0061
Si	0.0409	-0.0629	0.0086
Si	0.0521	0.0113	0.0206
Si	0.1136	-0.0495	-0.0339
Si	0.0303	-0.0013	0.0023
Si	0.0503	0.0145	0.0209
Si	-0.0272	-0.1211	-0.0875
Si	-0.0428	-0.0431	-0.3737
Si	0.0339	0.0985	0.1434
Si	-0.1692	-0.1124	-0.042
Si	-0.1788	0.0895	-0.0101
Si	-0.2039	-0.0372	-0.0353
Si	-0.1534	-0.0861	-0.4205
Si	-0.089	-0.0547	-0.3494
Si	0.2632	-0.0124	-0.0958
Si	-0.0078	0.0173	0.004
Si	0.0502	-0.0326	0.095
Si	0.0965	0.1072	0.0277
Si	0.0528	0.0759	0.0822
Si	0.1036	-0.1269	-0.1477
Si	-0.0708	0.1097	0.0898
Si	-0.0332	0.1326	0.1461
Si	0.0501	0.0653	0.0381
Si	-0.0001	0.0018	-0.0017
Si	0.0005	0.0009	0.0028
Si	-0.0022	0.0009	-0.0013
Si	0.0003	0.0011	-0.0006
Si	0.0004	-0.0032	0.0006
Si	0.0024	-0.0016	-0.0014
Si	-0.0019	-0.001	-0.0027
Si	0.004	-0.0014	0.0022
Si	0.0026	-0.0004	0.0033
Si	0	0.0005	0.0023
Si	-0.0072	-0.0012	-0.0005
Si	-0.0012	0.0004	0.0014
Si	-0.001	-0.0014	0.0051
Si	0.0007	-0.0003	-0.0004
Si	-0.0012	-0.0002	-0.0049
Si	-0.0008	-0.0001	-0.0013
Si	0.0051	0.0006	0.0005
Si	-0.0058	-0.0136	-0.0007
Si	-0.0027	-0.0005	0.0101
Si	0.0011	-0.001	-0.0001
Si	0.0007	0.0015	0.0004
Si	0.0131	0.0206	-0.0015
Si	-0.0017	0.0011	0.0008
Si	-0.0007	-0.0001	0.0014
Si	-0.0015	0.0012	0.0014
Si	-0.0027	0.0022	0.0009
Si	-0.0002	0.0061	0.0023
Si	-0.016	0.0026	0.0186
Si	0.0002	-0.0004	-0.003
Si	0.0018	-0.0002	0.0034
Si	-0.0061	0.0015	0.0028
Si	-0.0018	0.0058	0.0051
Si	0.0032	-0.0007	-0.0053
Si	0.0018	0.0015	0.0004
Si	0.0073	-0.0026	0.0022
Si	0.0132	0.0006	-0.0055
Si	-0.0007	-0.0002	0.0059
Si	0.003	-0.0087	-0.0092
Si	-0.0011	0.0003	0
Si	0.0026	-0.0007	0.0007
Si	-0.0002	0.0007	-0.0053
Si	0.0016	-0.0035	-0.0007
Si	-0.0007	0.0012	0.0017
Si	-0.0001	0.0012	-0.0002
Si	0.004	0.0014	-0.0061
Si	0.0012	0.0046	0.0027
Si	0.0006	0.0013	0.0006
Si	0.0049	0.0014	-0.0001
Si	0.0046	0.0017	0.0044
Si	0.002	-0.0002	0.0055
Si	-0.001	0.0023	0.0059
Si	-0.0042	-0.004	0.0068
Si	-0.0012	-0.0003	0.0018
Si	-0.0004	-0.0051	0.0022
Si	-0.0044	-0.0009	0.0045
Si	-0.0022	-0.0017	0.0043
Si	-0.0038	-0.0011	0.003
Si	-0.0085	-0.0086	0.0061
Si	-0.0019	-0.0044	0.0033
Si	0.0014	0.002	0.004
Si	0.0002	-0.0015	0.0008
Si	-0.0002	0.0017	0.002
Si	0.0007	0.0012	0.0019
Si	0.0019	-0.0003	0.0023
Si	-0.091	-0.0988	-0.4131
Si	-0.3512	0.3512	0.3118
Si	-0.0032	-0.0668	0.4931
Si	-0.215	-0.3358	-0.1583
Si	-0.055	0.05	-1.0221
Si	0.3218	0.0298	0.6342
Si	-0.0383	-0.4815	0.4698
Si	-0.1468	0.2056	0.4256
Si	0.0006	0.0009	0.0004
Si	-0.0003	0	0.0002
Si	-0.0005	-0.0001	-0.0001
Si	-0.0012	-0.0002	0.0005
Si	-0.0013	0.0006	0.0005
Si	-0.0018	0.0008	-0.0003
Si	-0.0004	0.0012	0.0013
Si	0.0003	-0.001	-0.0015
Si	-0.0001	-0.0019	-0.002
Si	-0.0008	-0.0011	-0.0008
Si	0.001	0.0004	0.0002
Si	-0.0001	0.0016	-0.0046
Si	0.0002	-0.0009	0.0004
Si	0.0018	-0.0007	0
Si	0.0041	-0.0013	-0.0034
Si	0.0008	-0.001	-0.0025
Si	0.0025	-0.0003	0.0004
Si	0.0029	-0.0029	-0.0013
Si	-0.0022	0.0005	0.0037
Si	-0.004	-0.0006	0.0025
Si	0.0022	0.0024	0.0021
Si	0.0025	-0.0014	-0.0052
Si	0.0026	0	0.002
Si	-0.0037	0.0009	0.0005
Si	-0.0014	-0.0074	-0.0001
Si	0.0042	-0.0015	0.0005
Si	0.004	-0.0005	-0.0077
Si	0.0022	0.0028	0.0099
Si	-0.0002	-0.0027	0.0048
Si	-0.0028	-0.0003	0.0033
Si	0.001	0.0023	-0.0029
Si	0.0083	-0.0091	-0.0042
Si	0.0024	0.0008	0.0015
Si	0.0021	0.0031	0.0027
Si	-0.0036	0.0009	-0.001
Si	-0.0056	0.0103	-0.0054
Si	0.0068	-0.0013	-0.0043
Si	-0.0036	-0.0085	-0.0165
Si	-0.0041	0.0216	0.0117
Si	0.0377	0.0052	0.0189
Si	-0.004	-0.0001	-0.002
Si	-0.0008	-0.0014	0.0013
Si	0.001	-0.0063	0.0025
Si	-0.0014	-0.0002	-0.0014
Si	-0.0011	-0.0008	0.006
Si	-0.0007	0.0022	-0.0008
Si	0.0148	-0.0122	-0.0012
Si	-0.0063	0.0044	0.004
Si	-0.0136	0.0052	0.0002
Si	-0.0034	0.0002	-0.0071
Si	-0.0178	-0.0016	0.0044
Si	0.0101	-0.0064	0.0038
Si	0.0026	-0.0009	0.0006
Si	-0.0024	0.0043	0.0049
Si	0.0001	-0.0012	-0.005
Si	-0.0088	0.0019	0.0081
Si	0.0201	-0.0068	0.0021
Si	-0.0032	-0.0022	0.0004
Si	-0.0048	-0.0003	0.0018
Si	-0.0065	-0.0008	-0.0001
Si	-0.0008	0	0.0007
Si	-0.0018	0.0022	-0.0002
Si	0.0032	0.0001	0.0056
Si	-0.001	-0.001	-0.0041
Si	0.0006	0.0016	0.0012
Si	-0.0092	-0.0154	0.0236
Si	0.0069	0.0028	0.0051
Si	0.006	-0.0068	-0.001
Si	0.0002	-0.0008	0.0004
Si	-0.0001	0.0025	-0.0074
Si	-0.0006	-0.0004	-0.0001
Si	-0.0006	0.015	0.0009
O	-0.0018	-0.0001	-0.0026
O	0.001	0.0009	0.0006
O	-0.0005	-0.0004	0.0003
O	-0.0005	-0.0003	0.0043
O	0.0003	0.0009	0.0021
O	0	0.0011	0.001
O	0	0.0019	0.0011
O	0.0001	0.0001	0.0016
O	0.0005	0.0012	0.0024
O	0.0001	0.0025	0.0089
O	0.0006	-0.0008	0.0023
O	-0.0001	-0.0002	0.0017
O	0.0003	-0.0005	0.0014
O	-0.0013	-0.0009	0.0029
O	0.0003	0.0032	0.0031
O	0.0005	0	0.0019
O	0.0004	0.0003	0.002
O	0.0004	-0.0001	0.0012
O	0.0033	0.0023	-0.0003
O	0.009	-0.0016	-0.0101
O	0.0014	-0.0033	-0.0009
O	0.0011	-0.0003	0.0028
O	-0.0002	0.0008	0.0016
O	0.0002	-0.0016	0.0005
O	0	-0.0014	0.0038
O	-0.0006	0.0004	0.0011
O	0.0009	0.0009	-0.0005
O	0	0.0003	0.0016
O	-0.0027	0.0051	0.0018
O	-0.0004	0	0.0019
O	-0.0004	-0.0003	0.003
O	0.0013	-0.0016	0.0021
O	0.003	-0.0033	0.0012
O	-0.0014	0.0021	0.0001
O	0.0006	0.0003	0.0031
O	-0.0012	0.0003	0.0035
O	-0.0002	0.0004	0.0019
O	-0.0014	0.0032	0.0034
O	-0.0019	-0.0011	0.0025
O	-0.0008	0.0003	0.0019
Si	0.0024	-0.001	0.0019
Si	0.0004	0.0013	-0.0017
Si	0.0006	-0.0017	0.0028
Si	0.0009	-0.0001	0.0003
Si	0.0007	0.0059	0.0098
Si	0.0005	-0.0006	0.0003
Si	0.0075	-0.0006	0.0037
Si	0.0018	-0.0014	0.0007
Si	0.001	-0.0006	-0.0003
Si	0.001	0.001	0.0006
Si	0.0014	-0.0024	0.0026
Si	0.002	-0.0002	-0.0008
Si	0.0011	0.001	0.0013
Si	0.0018	-0.0017	0.0015
Si	-0.0002	0	0.0006
Si	0.0003	-0.0012	0.0029
Si	-0.0032	0.0102	0.0049
Si	0.0024	-0.0046	-0.0049
Si	0.0017	-0.002	-0.0005
Si	0.0022	-0.0041	-0.0004
Si	-0.0074	-0.0029	0.0096
Si	-0.001	0.001	0.0002
Si	-0.0024	-0.0061	-0.0006
Si	0.0005	-0.0005	0.0001
Si	-0.0006	-0.0007	-0.0003
Si	-0.001	-0.0002	0.0015
Si	-0.0013	0.0006	0.0032
Si	0.0017	0.0029	0.0004
Si	-0.0133	-0.0018	0.0018
Si	-0.003	-0.002	-0.0006
Si	0.0001	0.0034	-0.0003
Si	-0.002	-0.0035	0.0026
Si	-0.0006	-0.0003	-0.0018
Si	0.0009	-0.0009	0
Si	-0.0017	-0.0156	0.0135
Si	-0.0017	0.0021	-0.0011
Si	-0.0002	0.0011	-0.0006
Si	0.0012	0	0.0008
Si	-0.0008	0.002	-0.0013
Si	-0.0004	0.0008	-0.0032
Si	0.0004	0.0001	0.0006
Si	-0.0025	0.0112	0.0002
Si	-0.0007	-0.0003	0.0013
Si	-0.0004	0	0.0029
Si	0.0007	-0.0001	0.0003
Si	0.0002	-0.0001	0.0007
Si	-0.0029	0.0026	0.0021
Si	0.0024	0.0006	-0.0008
Si	0	0.0003	0
Si	0.0007	-0.0001	0.001
Si	0.0009	0.0003	0.0002
Si	0.0012	0.0015	0.001
Si	0.003	-0.006	-0.0012
Si	-0.0037	0.0091	0.0047
Si	0.0014	-0.0007	-0.0028
Si	-0.0009	0.0003	0.0011
Si	-0.0001	0.001	0.0002
Si	0.0041	0.0031	-0.0018
O	0.0002	0.0006	0.0027
O	-0.0001	0.0005	0.0014
O	0	0.0008	0.0018
O	-0.0001	0.0001	0.0023
O	0.0008	-0.001	0.0016
O	0.0008	-0.0004	0.0038
O	0.001	-0.0015	0.001
O	0.0021	0.0008	0.0015
O	0.0034	-0.0014	0.0026
O	0.0004	0.0003	0.0011
O	-0.0115	-0.0197	-0.0015
O	0.0015	0.0012	0.0007
O	0.0011	-0.0019	-0.0013
O	-0.0043	0.0083	0.0024
O	-0.0027	0.0082	-0.006
O	0.0011	-0.0002	0.0018
O	0.0003	0.0012	0.0027
O	-0.0002	0.0005	0.0019
O	-0.0002	0.0004	0.002
O	-0.001	0	0.0014
O	0.0002	0.0001	0.0057
O	-0.003	0.0008	0.0004
O	0.0004	0.0005	0.0015
O	-0.014	-0.006	-0.0066
O	0.002	-0.0014	0.0018
O	-0.0003	0.0003	0.0013
O	0.0033	0.0025	-0.0032
O	0.0002	0.0003	0.0033
O	0.0016	-0.0002	0.0028
O	0.0005	0.0006	0.0015
O	0.0001	0.0004	0.0035
O	-0.0005	0.0002	0.0018
O	0.0002	0.0005	0.0017
O	0	-0.0003	0.0014
O	-0.0001	-0.0003	0.0026
O	-0.0004	0.001	0.0044
O	-0.0001	-0.0058	-0.0221
O	-0.0067	0.0021	0.0022
O	0.0013	0.0014	0.0017
O	0.0001	0.0003	0.0013
O	0.0003	-0.0003	0.0044
O	0.0008	-0.0005	0.0018
O	0.0009	0.0024	0.0026
O	0.0001	0.0012	0.003
O	0	0.0003	0.0017
O	0.0005	0.0029	-0.0008
O	0.0024	0.0001	0.0002
O	-0.0025	0.0087	0.0047
O	0.0001	0.001	0.0018
O	0.0011	0.0003	0.0007
O	0.0002	0.0004	0.0026
O	-0.0019	0.0026	0.0019
O	0.0002	0.0018	0.0022
O	0.0004	-0.0023	0.004
O	0.0013	-0.0006	0.0033
O	0.0018	0.0003	0.0032
O	-0.0007	-0.0022	0.0027
O	-0.0002	0.0033	0.0029
O	0.0007	0	0.0022
O	-0.0036	-0.0028	0.0042
O	0.001	0.001	0.0026
O	-0.0002	0.0019	0.0029
O	-0.0003	0.0001	0.002
O	0.0001	-0.0001	0.0026
O	-0.0004	0.0013	0.002
O	-0.0002	-0.0021	0.0017
O	0.0028	-0.0002	0.003
O	-0.0016	0.0053	0.0013
O	0	0.0006	0.0022
O	0.0005	0.0007	0.0017
O	0.0011	0.0024	0.0025
O	-0.0028	0.0008	0.0022
O	0.0009	0.0004	0.0043
O	-0.0002	-0.0002	0.0025
O	0.0008	0.0009	-0.0038
O	-0.0014	-0.0014	0.0038
O	0.0012	0	0.0024
O	0.0003	0	0.0019
O	-0.0004	0.001	0.003
O	0	0.0023	0.0003
O	0.0002	-0.0004	0.0018
O	-0.0001	-0.0047	-0.0052
O	0.0002	0.0001	0.0022
O	-0.0003	0.0049	0.0019
O	0.0007	-0.001	-0.0013
O	0.0061	0.0139	-0.0151
O	-0.0035	-0.0031	0.0037
O	-0.0016	-0.0012	-0.0012
O	-0.0005	0.0021	0.0039
O	0.0045	0.0002	0.0017
O	0.0008	-0.0008	0.0011
O	0.0026	0.0016	0.0002
O	0.0004	0.0016	0.0008
O	0.0013	0.0019	0.0031
O	0.0008	0.0006	0.003
O	0.0007	0.0007	0.0016
O	-0.0001	0.0006	0.0013
O	-0.0002	-0.0001	0.0022
O	0.0008	0.0009	-0.0024
O	-0.0006	-0.0003	0.001
O	0.0025	0.0031	0.0056
O	0	0.0002	0.002
O	0.0102	-0.0018	-0.0077
O	0.0026	-0.002	0.0017
O	0.0002	-0.001	0.0051
O	0.0002	0.0025	0.0046
O	0	0.0005	0.0024
O	0.0014	0.0046	0.0042

The program warned: the cutoff lies below the one the program advises for these potential files; the forces do not sum to zero within the program's tolerance; the exchange-correlation potential is rough where the density is thin.
